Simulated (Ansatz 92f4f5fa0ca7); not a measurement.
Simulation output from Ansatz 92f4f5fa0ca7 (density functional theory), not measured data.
Periodic cell of 375 atoms, Si241O134, from a study of silicon, its oxide and their interface. The atomic structure is a simulated model.
Doubt: the cutoff is far below the 930 eV that the study's wrapper takes by default for these files, so forces and energies are approximate.
This geometry differs little from another in the collection (a relaxation step or a small displacement).

Settings: functional PBE; potential files Ansatz PAW; basis plane waves; wave-function cutoff 580 eV; density cutoff ratio 5; exchange-correlation grid ratio 1; k mesh 1 x 1 x 1, Gamma-centred; self-consistency stop 5e-08 eV per atom in the density residual; occupations fixed; spin none; net charge 0.

Cell vectors (angstrom)
a  11.6015  0  0
b  0  13.3963  0
c  0  0  42.3084

Atoms: element, x, y, z (angstrom)
Si  0  2.2327  1.1851
Si  3.8672  2.2327  1.1851
Si  7.7343  2.2327  1.1851
Si  1.9336  5.5818  1.1851
Si  5.8008  5.5818  1.1851
Si  9.6679  5.5818  1.1851
Si  0  8.9308  1.1851
Si  3.8672  8.9308  1.1851
Si  7.7343  8.9308  1.1851
Si  1.9336  12.2799  1.1851
Si  5.8008  12.2799  1.1851
Si  9.6679  12.2799  1.1851
Si  1.9336  1.1164  1.9745
Si  5.8008  1.1164  1.9745
Si  9.6679  1.1164  1.9745
Si  0  4.4654  1.9745
Si  3.8672  4.4654  1.9745
Si  7.7343  4.4654  1.9745
Si  1.9336  7.8145  1.9745
Si  5.8008  7.8145  1.9745
Si  9.6679  7.8145  1.9745
Si  0  11.1635  1.9745
Si  3.8672  11.1635  1.9745
Si  7.7343  11.1635  1.9745
Si  1.9336  1.1164  4.3426
Si  5.8008  1.1164  4.3426
Si  9.6679  1.1164  4.3426
Si  0  4.4654  4.3426
Si  3.8672  4.4654  4.3426
Si  7.7343  4.4654  4.3426
Si  1.9336  7.8145  4.3426
Si  5.8008  7.8145  4.3426
Si  9.6679  7.8145  4.3426
Si  0  11.1635  4.3426
Si  3.8672  11.1635  4.3426
Si  7.7343  11.1635  4.3426
Si  0  0  37.9678
Si  3.8672  0  37.9678
Si  7.7343  0  37.9678
Si  1.9336  3.3491  37.9678
Si  5.8008  3.3491  37.9678
Si  9.6679  3.3491  37.9678
Si  0  6.6981  37.9678
Si  3.8672  6.6981  37.9678
Si  7.7343  6.6981  37.9678
Si  1.9336  10.0472  37.9678
Si  5.8008  10.0472  37.9678
Si  9.6679  10.0472  37.9678
Si  0  0  40.336
Si  3.8672  0  40.336
Si  7.7343  0  40.336
Si  1.9336  3.3491  40.336
Si  5.8008  3.3491  40.336
Si  9.6679  3.3491  40.336
Si  0  6.6981  40.336
Si  3.8672  6.6981  40.336
Si  7.7343  6.6981  40.336
Si  1.9336  10.0472  40.336
Si  5.8008  10.0472  40.336
Si  9.6679  10.0472  40.336
Si  0  2.2327  41.1254
Si  3.8672  2.2327  41.1254
Si  7.7343  2.2327  41.1254
Si  1.9336  5.5818  41.1254
Si  5.8008  5.5818  41.1254
Si  9.6679  5.5818  41.1254
Si  0  8.9308  41.1254
Si  3.8672  8.9308  41.1254
Si  7.7343  8.9308  41.1254
Si  1.9336  12.2799  41.1254
Si  5.8008  12.2799  41.1254
Si  9.6679  12.2799  41.1254
Si  -0.3823  -1.9351  31.205
Si  6.122  -1.937  27.0742
Si  4.8331  -1.468  29.702
Si  1.7604  2.8965  30.7635
Si  5.2962  3.6254  30.5223
Si  8.3135  3.1243  31.5839
Si  0.3525  6.6227  30.5215
Si  3.1093  9.5524  29.1332
Si  7.5778  7.8946  30.5301
Si  0.3371  11.2566  29.0709
Si  7.2304  11.6638  31.7444
Si  9.2568  5.3961  31.6071
Si  0.2018  1.6224  31.8843
Si  3.8227  2.0928  31.543
Si  9.7857  1.5381  30.6245
Si  4.4576  7.7675  31.0238
Si  4.4635  5.5454  31.6652
Si  8.3326  9.4853  32.0239
Si  -0.8117  9.302  32.0032
Si  2.0339  5.2242  31.5749
Si  7.5409  8.7296  27.6119
Si  1.3852  12.8878  31.873
Si  3.2816  13.4646  30.489
Si  9.3095  12.7812  31.63
Si  0.0188  2.1895  34.1477
Si  3.8963  2.1894  33.9423
Si  7.8427  2.3634  33.8758
Si  1.7988  5.4547  33.9549
Si  5.5411  5.587  33.9063
Si  9.5586  5.6555  33.9785
Si  -0.0612  8.9856  34.1786
Si  3.8984  8.882  33.9644
Si  7.7558  8.9264  34.2058
Si  1.9552  12.3509  34.0811
Si  5.9943  12.2096  33.8362
Si  9.6482  12.3884  34.037
Si  1.9936  1.1392  34.9119
Si  5.9119  1.1009  34.6125
Si  9.6513  1.1788  34.8864
Si  -0.1464  4.4571  34.7885
Si  3.7489  4.4078  34.8392
Si  7.5897  4.5437  34.7324
Si  1.914  7.7648  34.7008
Si  5.7729  7.776  34.8309
Si  9.6631  7.8039  34.9503
Si  0.0024  11.2502  34.8513
Si  3.9464  11.1678  34.6412
Si  7.7893  11.172  34.9374
Si  1.948  1.1268  37.24
Si  5.8193  1.1116  37.0779
Si  9.6587  1.1238  37.2229
Si  -0.0167  4.4633  37.1645
Si  3.8553  4.4497  37.1942
Si  7.7063  4.4841  37.1353
Si  1.9327  7.8068  37.1208
Si  5.8034  7.8036  37.191
Si  9.6655  7.8004  37.2626
Si  -0.0079  11.179  37.2012
Si  3.8789  11.1647  37.0908
Si  7.7427  11.1749  37.2553
Si  0.0198  0.0021  5.092
Si  3.8797  -0.0022  5.1942
Si  7.7273  -0.0026  5.1349
Si  1.9225  3.3281  5.2256
Si  5.7863  3.357  5.1749
Si  9.6758  3.3493  5.047
Si  0.0006  6.6823  5.1265
Si  3.8734  6.6935  5.1999
Si  7.7342  6.7027  5.0849
Si  1.9351  10.0504  5.0587
Si  5.7976  10.0617  5.1524
Si  9.6716  10.046  5.0507
Si  0.0635  -0.0229  7.4325
Si  3.9379  -0.0255  7.6191
Si  7.7644  -0.0078  7.5051
Si  1.8911  3.2559  7.6834
Si  5.7529  3.3766  7.5775
Si  9.6738  3.3223  7.3606
Si  0.0391  6.6258  7.4905
Si  3.8983  6.6811  7.6265
Si  7.7623  6.7248  7.4226
Si  1.9729  10.0557  7.3763
Si  5.8032  10.1171  7.5354
Si  9.7125  10.0054  7.3644
Si  -0.1463  2.1268  8.3802
Si  3.8758  2.1777  8.4981
Si  7.7431  2.2683  8.168
Si  1.9386  5.5186  8.3859
Si  5.912  5.633  8.3902
Si  9.6527  5.5341  8.1739
Si  0.0727  8.8896  8.1065
Si  3.8586  8.9801  8.273
Si  7.7517  8.9762  8.153
Si  1.9727  12.2259  8.3099
Si  5.8972  12.2975  8.518
Si  9.7431  12.2273  8.0971
Si  -0.1648  1.6298  12.5375
Si  4.0959  1.9934  10.9213
Si  8.1842  2.4026  10.4593
Si  1.966  5.5279  10.7623
Si  3.6996  4.2462  11.7418
Si  10.3651  1.4717  10.4839
Si  -0.3149  8.9769  10.391
Si  5.0714  9.6668  11.9773
Si  8.2826  9.1554  10.4206
Si  2.2165  11.6682  10.6318
Si  6.344  12.3362  10.9785
Si  10.1033  12.5452  10.3662
Si  2.7489  0.2249  11.9557
Si  6.3394  1.3335  11.532
Si  11.2068  4.6904  12.767
Si  -3.0073  4.7035  11.032
Si  6.4017  5.8097  10.7589
Si  5.8384  2.4867  14.3861
Si  2.1167  7.744  11.5481
Si  4.3615  5.0243  14.501
Si  6.7586  7.9882  11.6999
Si  0.0529  11.0845  11.2866
Si  3.2992  9.5104  10.5017
Si  8.4058  11.3365  11.3747
O  0.0013  16.5421  13.1172
O  7.3167  7.5949  13.2205
O  4.6513  6.6211  14.2561
O  7.7434  4.3855  16.5309
O  -0.0324  5.5174  14.1406
O  6.5843  2.1254  15.7726
O  10.599  0.8252  13.7053
O  5.395  11.3063  11.9183
O  3.832  4.8236  16.0365
O  -0.2373  -2.6532  12.9134
O  8.7272  11.0984  13.0137
O  4.6296  9.2716  13.5314
O  3.2866  8.1124  29.9026
O  -0.8844  10.6338  28.1549
O  5.5851  10.9229  25.6301
O  10.6261  5.6067  30.671
O  6.5799  7.5227  27.0095
O  8.1558  8.1659  29.0162
O  -6.5916  3.6877  28.8978
O  1.4968  2.2207  29.1938
O  9.9506  1.704  28.9628
O  3.6374  9.423  27.5944
O  -7.4796  -4.6599  32.3155
O  4.9684  -1.3212  28.0676
Si  9.3145  10.5651  18.4745
Si  3.8923  8.8337  19.7049
Si  1.0753  0.7709  25.8916
Si  6.4973  14.4132  23.516
Si  5.7624  3.4287  27.4672
Si  2.8173  9.0497  26.2312
Si  -1.234  9.6457  26.8934
Si  3.9202  16.6227  19.5337
Si  7.0977  7.3243  23.6989
Si  10.2109  1.1706  15.2667
Si  8.804  5.6317  16.5243
Si  4.9226  3.3983  22.3857
Si  10.7412  18.1717  26.126
Si  0.3849  4.9347  22.0701
Si  3.778  8.0078  14.126
Si  -0.9912  11.9171  16.2673
Si  4.0575  4.4319  25.2781
Si  8.3152  7.8625  18.5676
Si  4.0447  11.9005  19.8892
Si  8.9824  14.2412  21.7787
Si  2.645  4.9647  17.1485
Si  1.0295  7.4173  17.6883
Si  11.2889  9.3387  22.789
Si  1.3221  3.436  24.5248
Si  1.0804  0.4887  16.5117
Si  6.2031  6.1068  26.2578
Si  1.9101  0.6652  28.6633
Si  7.9414  16.1593  16.3787
Si  -0.3404  15.7626  20.6136
Si  2.1328  0.7891  19.4926
Si  10.0006  -3.0789  13.7196
Si  8.708  15.7006  19.2807
Si  4.5536  11.6472  16.8383
Si  7.0767  9.7683  16.7493
Si  5.9447  11.5803  22.3062
Si  3.7008  13.8052  14.8334
Si  0.6829  7.1307  27.3864
Si  8.9257  11.138  21.5993
Si  0.6344  11.0508  25.0317
Si  10.0508  2.0534  27.3545
Si  7.2585  14.3517  26.5428
Si  6.5712  17.6341  20.1445
Si  6.4435  7.2297  20.6753
Si  -1.4963  6.7177  23.8575
Si  8.3089  8.0445  14.4233
Si  2.9579  9.283  16.9132
Si  1.1552  7.5558  20.6164
Si  5.2443  9.7521  24.5335
Si  0.0233  5.4232  15.7764
O  -1.2106  1.6832  21.8336
O  8.8351  14.7187  26.5573
O  1.2544  4.5141  16.3806
O  10.2199  4.8434  16.344
O  5.2561  15.2599  22.8626
O  9.6691  8.7029  13.7681
O  2.2614  0.769  27.044
O  -0.1591  17.1896  25.0539
O  1.5184  1.8122  24.6876
O  -2.7891  9.1857  26.6877
O  6.5009  8.7159  24.3331
O  6.5599  2.0048  27.6082
O  1.3804  13.8668  18.0974
O  7.0191  8.4515  17.7324
O  4.6513  12.1755  18.3851
O  9.1115  11.0635  19.9911
O  1.8112  10.2891  25.8753
O  2.3954  6.498  17.6448
O  3.9946  8.7908  18.0801
O  10.3443  15.7358  19.2561
O  6.2306  12.8337  23.2918
O  6.3112  17.3713  21.7405
O  0.1054  6.9311  16.437
O  5.5157  16.7922  19.2061
O  9.1391  2.3842  15.3305
O  10.2255  10.7077  15.2748
O  1.0571  1.5443  20.4587
O  8.0828  17.1412  19.7842
O  4.6931  3.2702  26.2423
O  -0.82  10.5377  25.5905
O  11.4989  17.3471  20.8772
O  0.5446  12.4146  16.0395
O  2.4444  4.2788  25.3635
O  6.5753  14.6847  25.11
O  8.5843  6.7088  15.3186
O  3.4503  1.7085  19.2309
O  4.5945  5.8657  25.912
O  -0.0584  1.5979  16.126
O  7.615  9.231  15.3127
O  5.2315  12.1785  20.9711
O  1.4361  8.9778  17.4198
O  9.293  12.6656  22.0564
O  4.484  4.254  23.7023
O  4.6589  -0.536  15.7567
O  4.3586  1.8458  14.4711
O  10.5398  11.3951  17.8133
O  6.3705  7.0125  22.2813
O  11.1471  8.2375  27.0748
O  0.8219  12.6761  25.2183
O  0.2677  5.6352  26.913
O  6.6763  4.781  27.1277
O  2.7013  7.9339  20.3203
O  2.7178  12.8188  20.1634
O  8.7431  6.4186  17.9564
O  9.62  13.1935  15.9488
O  10.6887  5.5898  22.8254
O  3.9097  8.9199  25.0147
O  2.4014  14.2332  15.6763
O  3.2428  8.4196  15.5814
O  3.1136  10.8838  16.6501
O  6.9013  6.1231  24.7842
O  0.4099  8.7463  21.4469
O  7.955  14.8221  22.8981
O  8.0203  10.8699  17.5116
O  9.891  5.9274  25.2963
O  2.0157  7.6516  26.5696
O  7.9012  7.7693  20.1505
O  11.081  8.0573  23.828
O  3.0224  4.1522  18.52
O  12.2471  10.4938  23.4826
O  6.2464  5.8135  19.8816
O  5.6823  10.5332  16.4873
O  8.2855  14.4855  20.3023
O  9.8829  10.06  22.3564
O  3.7884  16.8895  21.1734
O  3.5746  10.3676  20.1236
O  9.5499  8.9369  18.4453
O  -2.9141  7.3511  23.3862
O  7.3584  10.8314  21.954
O  8.1795  15.3986  17.7905
O  1.3504  3.9883  22.9946
O  4.9918  10.5074  23.1016
O  0.3763  7.302  19.1858
O  9.9764  3.7066  27.1286
O  1.2398  6.1707  21.4637
O  5.298  8.3081  20.303
O  -21.6061  10.1683  29.0617
O  6.739  10.1408  27.8358
O  0.5125  18.5067  11.4764
O  4.1006  10.5012  30.0023
O  2.5002  21.1211  13.1528
O  14.968  13.0852  13.4007
O  5.9495  8.0609  30.4011
O  8.0406  6.3763  31.0102
O  -5.2732  -1.4764  30.3696
O  -2.1049  5.3815  9.8231
O  -1.8478  -5.0039  10.5395
O  12.0973  8.019  11.4605
O  11.3722  1.3806  26.6732
O  5.1589  18.3903  11.5066
O  -10.8074  12.7864  28.6048
O  9.6039  4.8228  12.3652
O  3.3126  4.4674  13.3538
O  12.906  0.9436  12.3063
O  7.128  12.7457  26.8679
O  5.7152  4.1205  14.2784
O  0.8533  -6.4683  28.994
O  11.4207  8.0755  31.073
O  6.8852  3.2573  30.7371
O  -4.9942  15.1947  13.1203

Results
free energy: -229411.504 eV
free energy less fixed offsets of O -568.88, Si -635.61 eV per atom: 0.426 eV

Forces (eV/angstrom), in the order of the atoms: element, x, y, z
Si  -0.0376  0.0357  0.0178
Si  -0.0063  -0.0314  0.0031
Si  0.0012  0.0251  0.0034
Si  -0.0038  0.0102  -0.0512
Si  -0.0001  -0.0241  0.0453
Si  0.011  0.0427  0.0188
Si  0.0161  0.0165  0.0113
Si  -0.0109  -0.0013  0.0196
Si  -0.0031  0.0209  0.0245
Si  0.0105  -0.0276  0.0082
Si  -0.0065  -0.0459  -0.0253
Si  0.0014  0.0146  -0.034
Si  0.1061  0.0326  -0.0185
Si  -0.0201  0.0233  -0.0122
Si  -0.0049  -0.0824  -0.0003
Si  0.125  -0.0452  0.0037
Si  -0.0876  0.0183  -0.0156
Si  -0.0728  -0.0404  -0.0068
Si  0.0422  -0.0836  -0.0017
Si  -0.0664  0.0451  -0.0223
Si  0.038  -0.0705  -0.0091
Si  0.0003  0.0252  -0.0133
Si  0.0621  0.0876  0.0006
Si  -0.0457  0.0181  -0.0009
Si  0.2896  0.0812  0.1363
Si  -0.1  0.064  0.2033
Si  -0.0192  -0.1875  -0.1361
Si  0.3245  -0.0914  -0.1065
Si  -0.1997  -0.0423  0.4452
Si  -0.2071  -0.0468  -0.0543
Si  0.094  -0.2092  0.0612
Si  -0.1729  0.0876  0.1613
Si  0.1142  -0.125  -0.2399
Si  0.0428  0.099  -0.4182
Si  0.1421  0.1902  -0.0829
Si  -0.1344  0.075  -0.1454
Si  -0.0129  0.1063  0.1913
Si  0.377  -0.1089  -0.3182
Si  -0.1895  0.2301  0.2223
Si  -0.1831  0.1472  0.2244
Si  0.0397  -0.1842  -0.2813
Si  -0.235  0.1983  -0.0529
Si  0.2167  -0.1187  0.0892
Si  -0.1332  -0.0383  -0.1027
Si  -0.1583  -0.1455  0.2813
Si  0.1382  -0.0286  -0.4825
Si  -0.1675  0.0107  -0.1146
Si  0.0992  0.0105  0.3026
Si  -0.0109  0.0424  -0.0029
Si  0.1337  -0.0584  0.0062
Si  -0.0766  0.077  -0.02
Si  -0.078  0.0724  -0.0094
Si  0.0125  -0.0776  0.0096
Si  -0.0849  0.0898  0.0178
Si  0.1159  -0.0294  0.0045
Si  -0.0581  -0.0183  0.0091
Si  -0.0532  -0.0462  0.0047
Si  0.0591  -0.0212  0.0331
Si  -0.0608  -0.0031  0.0302
Si  0.0401  0.0246  0.0033
Si  0.0392  -0.0335  0.0008
Si  0.0045  0.0298  -0.0417
Si  0.0082  -0.0292  0.0281
Si  -0.0017  -0.006  0.0577
Si  -0.003  0.0353  -0.0278
Si  -0.0039  -0.0307  -0.0003
Si  -0.0236  -0.0204  -0.0147
Si  0.0108  -0.0017  -0.0111
Si  0.0066  -0.0213  -0.0223
Si  -0.0146  0.0346  -0.0567
Si  0.0183  0.0408  0.0298
Si  -0.0097  -0.0169  -0.0005
Si  -0.002  0.0028  -0.0037
Si  0.0007  -0.0004  -0.0009
Si  0.0023  -0.0042  0.0023
Si  -0.002  0.0045  -0.0049
Si  -0.0049  -0.0006  -0.0137
Si  -0.0004  -0.0022  0.0018
Si  0.0049  0.0042  0.0053
Si  0.0029  0.0034  -0.0026
Si  -0.0065  0.0043  -0.0036
Si  -0.0039  0.0041  0.0022
Si  -0.0058  -0.0002  -0.0107
Si  -0.001  0.012  -0.0027
Si  0.0031  -0.0039  0.0039
Si  -0.0025  -0.0021  0.0045
Si  0.0039  0.0022  -0.0096
Si  0.0121  0.0079  -0.0008
Si  -0.0078  -0.0009  0.0067
Si  0.0066  0.0074  -0.003
Si  -0.0007  -0.0129  0.0024
Si  0.0034  -0.0013  0.0021
Si  -0.0023  0.0007  -0.0021
Si  0.0035  0.0033  0.0018
Si  -0.0032  0.0006  -0.0023
Si  -0.0021  -0.0042  0.0042
Si  -0.0051  0.0026  0.004
Si  0.0029  0.0017  0.0044
Si  0.003  0.0002  0.0044
Si  0.0026  0.0019  0.0015
Si  0.0023  0.0002  0.0031
Si  0.0027  0.0028  0.0013
Si  -0.0012  0.0013  0.002
Si  -0.0012  0.0009  -0.0009
Si  0.002  -0.0009  0.0095
Si  -0.0006  0.0005  0.0035
Si  -0.0029  0.003  0.0039
Si  0  0.0015  0.002
Si  0.0002  -0.002  0.0013
Si  -0.0025  -0.0022  0.0005
Si  -0.0011  0.0012  0.0029
Si  0.0011  -0.0046  -0.0001
Si  -0.0027  -0.0015  -0.0065
Si  -0.0021  -0.001  -0.0005
Si  -0.0014  -0.0047  0.0008
Si  -0.0012  -0.0023  0.0018
Si  -0.0012  -0.0011  0.0008
Si  0.0005  -0.0005  0.0009
Si  0.0035  0.0025  0.0022
Si  0.0005  -0.0015  0.0027
Si  0.0015  0.0002  0.003
Si  -0.0002  0.0004  0.0007
Si  0.0013  -0.0001  -0.0019
Si  0  -0.0005  0.0028
Si  0.0031  -0.0003  0.0067
Si  -0.0005  0.0016  0.0029
Si  0.0006  0.001  0.0033
Si  -0.0008  0.0008  0.0029
Si  -0.0027  -0.0001  0.0011
Si  0.0003  0.0031  0.0012
Si  -0.0008  -0.0017  0.0015
Si  0.0011  0.0004  0.0009
Si  0.0014  0.0005  -0.0012
Si  -0.0004  0.0004  -0.0014
Si  0.0005  0.0013  0.0001
Si  -0.0014  -0.001  -0.0001
Si  0.0001  0.0016  -0.0005
Si  0.0005  0.002  -0.0026
Si  -0.0018  0  -0.0007
Si  0.0005  -0.0001  -0.0003
Si  0.0012  0.0002  -0.0017
Si  -0.0008  -0.0011  -0.003
Si  0.0006  -0.0006  0.001
Si  0.0008  -0.0007  -0.001
Si  0.0001  -0.0026  -0.0024
Si  0.0007  -0.0005  -0.0012
Si  -0.0038  0.0003  -0.0016
Si  0.0002  -0.0013  -0.0024
Si  -0.005  -0.0001  -0.0016
Si  -0.0035  -0.0021  -0.0017
Si  0.0039  -0.0002  -0.0045
Si  -0.0012  -0.0007  -0.0006
Si  0.0003  0.001  -0.0004
Si  0.0018  0.0013  0.0001
Si  0.0016  0.0028  -0.0005
Si  -0.0011  -0.0017  -0.0022
Si  0.0035  0.0012  0.0014
Si  0.0015  0.0016  0.0019
Si  0.0037  -0.0004  0.004
Si  -0.0018  0.0016  -0.0011
Si  -0.0004  -0.0001  0.0054
Si  -0.001  -0.0009  0.0047
Si  -0.0013  -0.0005  -0.0028
Si  0.0006  -0.0003  -0.0005
Si  -0.0023  -0.0011  -0.0006
Si  -0.0015  -0.0006  0.0004
Si  0.0021  -0.0023  -0.0017
Si  0.0018  0.0024  0.0018
Si  -0.0039  -0.0008  -0.0044
Si  0.0029  -0.0029  0.0005
Si  0.0019  -0.0043  -0.0025
Si  0.0031  -0.0075  0.0042
Si  -0.0084  0.0025  -0.0063
Si  -0.0017  -0.001  0.0012
Si  -0.0051  -0.007  0.0111
Si  0.003  0.0014  0.0066
Si  0.009  0.0023  -0.0015
Si  0.0004  0.0056  0.004
Si  -0.002  -0.0064  0.0011
Si  0.0034  0.0023  -0.0012
Si  -0.0006  -0.0037  -0.0042
Si  -0.0037  0.007  0.0045
Si  0.0026  -0.0035  -0.0018
Si  0.0033  0.0037  0.0049
Si  -0.0061  -0.0042  -0.0036
Si  0.0009  -0.0038  0.0018
Si  -0.0073  0.0042  0.0006
Si  0.001  0.0017  -0.0001
Si  -0.0027  -0.0039  0.0098
Si  0.0013  -0.0008  0.0017
Si  -0.0063  -0.0046  -0.0024
Si  -0.0015  -0.0059  0.0048
O  0.0008  0.0036  0.0041
O  -0.0002  0.0011  -0.0038
O  -0.0003  0.0001  0.0018
O  0.0003  0.0005  0.0003
O  0  0.0008  0.0021
O  -0.0006  0.0007  -0.0013
O  0.0003  0.0004  0.0015
O  0.0015  0.0045  0.0011
O  -0.0001  -0.0004  -0.0003
O  0.0008  0.0007  -0.0014
O  -0.0022  0.0015  -0.003
O  0.0027  0.0017  -0.005
O  -0.0006  -0.0018  0.002
O  0.002  0.0006  0.0031
O  -0.0002  0.0001  0.0019
O  -0.0065  -0.0021  0.003
O  0.0007  0.0003  0.0032
O  -0.0008  -0.0028  0.0045
O  0.0001  0.0004  0.0112
O  0.0017  -0.0008  0.0069
O  -0.0022  -0.0007  0.011
O  -0.0007  0.0003  0.0042
O  0.001  -0.004  0.0006
O  -0.0014  0.0015  0.0029
Si  -0.0005  0.0005  0.0009
Si  0.0002  0.0006  0.0017
Si  0.0012  -0.0012  -0.0026
Si  0.0004  0.0002  0
Si  0.0019  0.0003  -0.0047
Si  0.0008  -0.0007  -0.0023
Si  -0.001  -0.0003  -0.0048
Si  0.0001  -0.001  0.0024
Si  0.0004  0.0006  -0.0003
Si  0.0006  -0.0016  -0.0007
Si  -0.001  0.0001  -0.0005
Si  0.0005  0  0
Si  0.0007  0.0008  -0.002
Si  0.0006  0.0004  0.001
Si  -0.0012  -0.0007  -0.0009
Si  -0.0003  0.0003  -0.001
Si  0.0001  0.0005  -0.0012
Si  -0.0006  -0.0001  0.0018
Si  -0.0002  -0.0005  0.0018
Si  0.0003  0.0002  0.0004
Si  -0.0007  -0.0003  0.0018
Si  -0.0005  -0.0003  0.0019
Si  0.0001  0  -0.0006
Si  0  0.0005  -0.0011
Si  -0.0012  -0.0001  0.0002
Si  0.0002  0.0006  -0.0021
Si  0.0003  0.001  0.0014
Si  -0.0005  0.0007  -0.0009
Si  0.0005  0  0.0009
Si  0.0001  0.0004  0.0018
Si  0.0021  0.0028  -0.0002
Si  0.0002  0  0.0012
Si  -0.0003  -0.0007  0.001
Si  0.0001  0.0001  0.0021
Si  -0.0002  -0.0005  0.0006
Si  -0.0006  0.0005  0.0003
Si  0.0008  -0.0014  -0.0039
Si  0  -0.001  0.0007
Si  -0.0004  -0.0004  -0.003
Si  -0.0005  0.0003  -0.0032
Si  0.0006  -0.0015  -0.0019
Si  0  -0.0004  0.002
Si  0.0014  0.0007  0.0017
Si  0  0.0002  -0.0001
Si  0.0008  0.0005  0.0007
Si  -0.0006  0.0007  0.0019
Si  -0.0013  0.0002  0.0021
Si  0.0003  0.0004  -0.0004
Si  -0.0002  0.0005  -0.0001
O  -0.0007  -0.0003  0.0011
O  -0.0003  0.0006  0.0031
O  0.0004  -0.0007  0.0011
O  -0.0005  -0.0002  0.0008
O  0  0  0.0011
O  -0.0008  -0.0014  0.0026
O  0.0009  -0.0007  0.0029
O  -0.0007  -0.0003  0.0026
O  0.0002  -0.0005  0.0022
O  0.0008  0.0001  0.0028
O  0.0004  -0.0002  0.0021
O  -0.0006  0.0011  0.003
O  0.0002  0.0001  0.0004
O  -0.0004  -0.0002  -0.0003
O  0.0001  0.0001  0.0006
O  -0.0004  0.0007  0.0012
O  -0.0005  0.001  0.0041
O  0  -0.0002  0.0008
O  0.0003  -0.0003  0.0006
O  -0.0003  0  0.0004
O  0.0001  0.0003  0.0015
O  0.0002  -0.0001  0.0011
O  0.0001  0.0002  0.0012
O  0.0005  0.0003  0.0001
O  -0.0004  0.0011  0.0017
O  -0.0004  -0.0002  0.0002
O  -0.0001  0  0.0002
O  0.0004  0  0.0006
O  -0.0002  -0.0001  0.0028
O  0.0003  0.0017  0.0021
O  -0.0002  0  0.0002
O  0.0002  -0.0008  0.0012
O  0.0003  0.0002  0.0019
O  0.0004  -0.0002  0.0017
O  -0.0003  0.0004  0.001
O  0.0003  -0.0001  0.0003
O  -0.0002  -0.0003  0.002
O  -0.0001  0.0004  0.0016
O  0.0003  -0.0005  0.0001
O  0  -0.0002  0.0006
O  -0.0002  -0.0004  0.0004
O  0.0001  0.0005  0.0009
O  -0.0002  -0.0001  0.0019
O  -0.0002  0.0001  0.001
O  -0.0003  -0.001  0.0014
O  0.0006  0  -0.0002
O  -0.0002  -0.0005  0.0008
O  0.0011  -0.0017  0.0031
O  0  0.0007  0.0028
O  0.0001  -0.0005  0.0029
O  -0.0002  -0.0004  0.0028
O  0.0012  -0.0004  0.0001
O  0.0003  -0.0005  0.0003
O  0.0001  -0.0011  -0.0008
O  -0.0002  0.0001  0.0015
O  -0.0003  0.0002  0.0016
O  -0.0002  -0.0003  0.0026
O  0.0013  0  0.0002
O  0.0006  -0.0006  -0.0009
O  0.0001  -0.0006  0.0008
O  -0.0002  -0.0004  0.0026
O  0.0001  0  0.0004
O  -0.0003  0  0.0016
O  -0.0003  -0.0002  -0.0002
O  0.0001  -0.0005  0.0026
O  -0.0005  0.0004  0.003
O  -0.0011  -0.0003  0.0013
O  -0.0004  -0.0008  0.0019
O  -0.0003  0.0008  -0.0006
O  0.0004  0.0007  0.0022
O  -0.0003  -0.0002  0
O  -0.0003  0  0.0005
O  0.0001  0.0001  0.0005
O  0  0.0001  0.001
O  0.0001  0.0005  0.0011
O  0.0001  -0.0002  0.0001
O  0.0011  -0.0004  -0.0003
O  0.0006  0  0.0012
O  -0.0003  0.0004  0.0009
O  0.0004  -0.0006  0.0018
O  0.0004  -0.0003  0.0013
O  0  0.0002  0.0009
O  0.0003  -0.0004  -0.0003
O  0.0002  -0.0005  0.0028
O  0  -0.0006  0.0011
O  -0.0003  0.0002  -0.0001
O  0.0004  -0.0017  -0.0014
O  0.0005  -0.0001  0.0019
O  0.0029  0.0005  0.0002
O  0.0001  -0.0002  0.0002
O  0.0005  0.0009  -0.0004
O  0.0017  0  0.0012
O  -0.0032  -0.0053  0.0036
O  0.006  -0.0107  0.0037
O  0.0079  -0.0002  0.0108
O  -0.0001  -0.0004  -0.0035
O  -0.0012  0.005  -0.0019
O  0.0092  0.0039  -0.0019
O  -0.001  0.0008  0.0038
O  0.0066  0.0049  -0.0011
O  0.0015  -0.0002  0.0022
O  -0.0065  -0.0005  -0.0035
O  0.0003  0  0.0027
O  0.0001  -0.0012  0.0012
O  0.0001  0.0008  0.002
O  0.0011  0.0028  0.0017
O  -0.0021  0.0008  0.0044
O  -0.0027  0.0034  0.0005
O  0.0037  0.0004  0.0034
O  0.0009  -0.002  -0.0017

The program warned: the cutoff lies below the one the program advises for these potential files; the forces do not sum to zero within the program's tolerance; the exchange-correlation potential is rough where the density is thin.
